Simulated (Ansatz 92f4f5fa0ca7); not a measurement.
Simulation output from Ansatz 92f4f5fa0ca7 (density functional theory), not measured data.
Periodic cell of 214 atoms, Si132O78H4, from a study of silicon, its oxide and their interface. The atomic structure is a simulated model.
Doubt: the cutoff is far below the 930 eV that the study's wrapper takes by default for these files, so forces and energies are approximate.
This geometry differs little from another in the collection (a relaxation step or a small displacement).

Settings: functional PBE; potential files Ansatz PAW; basis plane waves; wave-function cutoff 580 eV; density cutoff ratio 5; exchange-correlation grid ratio 1; k mesh 1 x 1 x 1, Gamma-centred; self-consistency stop 5e-08 eV per atom in the density residual; occupations fixed; spin none; net charge 0.

Cell vectors (angstrom)
a, 10.938, 0, 0
b, 0, 10.938, 0
c, 0, 0, 31.2357

Atoms: element, x, y, z (angstrom)
Si, 10.4267, 0.5391, 23.7731
Si, 6.0934, 10.3497, 23.8812
Si, 2.2616, 3.1158, 23.7788
Si, 8.6115, 2.3772, 23.8168
Si, 0.6329, 4.9842, 23.8615
Si, 4.9812, 5.9463, 23.8762
Si, 3.2603, 7.6523, 23.9046
Si, 7.7837, 8.539, 23.8397
Si, 1.2915, 1.3995, 25.079
Si, 6.9174, 1.2982, 25.0803
Si, 4.0659, 4.0824, 25.0196
Si, 9.6683, 4.0923, 25.0434
Si, 1.4789, 6.7564, 25.1601
Si, 6.786, 6.845, 25.1226
Si, 4.1808, 9.5145, 25.04
Si, 9.5601, 9.5987, 25.0065
Si, 2.7415, -0.0156, 26.3702
Si, 8.2456, -0.0306, 26.4933
Si, 0.0012, 2.7466, 26.5066
Si, 5.4847, 2.711, 26.3781
Si, 2.7844, 5.3997, 26.5275
Si, 8.2258, 5.4502, 26.3953
Si, 0.0202, 8.1993, 26.3842
Si, 5.4753, 8.2091, 26.5179
Si, 4.1018, 1.3673, 27.8175
Si, 9.5708, 1.3673, 27.8175
Si, 1.3673, 4.1018, 27.8175
Si, 6.8362, 4.1018, 27.8175
Si, 4.1018, 6.8362, 27.8175
Si, 9.5708, 6.8362, 27.8175
Si, 1.3673, 9.5708, 27.8175
Si, 6.8362, 9.5708, 27.8175
Si, 0, 0, 29.1847
Si, 5.469, 0, 29.1847
Si, 2.7345, 2.7345, 29.1847
Si, 8.2035, 2.7345, 29.1847
Si, 0, 5.469, 29.1847
Si, 5.469, 5.469, 29.1847
Si, 2.7345, 8.2035, 29.1847
Si, 8.2035, 8.2035, 29.1847
Si, 1.3673, 1.3673, 30.552
Si, 6.8362, 1.3673, 30.552
Si, 4.1018, 4.1018, 30.552
Si, 9.5708, 4.1018, 30.552
Si, 1.3673, 6.8362, 30.552
Si, 6.8362, 6.8362, 30.552
Si, 4.1018, 9.5708, 30.552
Si, 9.5708, 9.5708, 30.552
Si, 2.7345, 0, 0.6835
Si, 8.2035, 0, 0.6835
Si, 0, 2.7345, 0.6835
Si, 5.469, 2.7345, 0.6835
Si, 2.7345, 5.469, 0.6835
Si, 8.2035, 5.469, 0.6835
Si, 0, 8.2035, 0.6835
Si, 5.469, 8.2035, 0.6835
Si, 4.1018, 1.3673, 2.0507
Si, 9.5708, 1.3673, 2.0507
Si, 1.3673, 4.1018, 2.0507
Si, 6.8362, 4.1018, 2.0507
Si, 4.1018, 6.8362, 2.0507
Si, 9.5708, 6.8362, 2.0507
Si, 1.3673, 9.5708, 2.0507
Si, 6.8362, 9.5708, 2.0507
Si, 0, 0, 3.418
Si, 5.469, 0, 3.418
Si, 2.7345, 2.7345, 3.418
Si, 8.2035, 2.7345, 3.418
Si, 0, 5.469, 3.418
Si, 5.469, 5.469, 3.418
Si, 2.7345, 8.2035, 3.418
Si, 8.2035, 8.2035, 3.418
Si, 1.3299, 1.3971, 4.8345
Si, 6.7786, 1.3988, 4.7384
Si, 4.0837, 4.1332, 4.8834
Si, 9.5653, 4.1187, 4.7202
Si, 1.3898, 6.8167, 4.7098
Si, 6.7906, 6.8714, 4.8724
Si, 4.0968, 9.5745, 4.746
Si, 9.5295, 9.6057, 4.816
Si, 2.6954, -0.0503, 6.1168
Si, 8.1249, 0.0884, 6.1494
Si, -0.058, 2.8119, 6.1824
Si, 5.4425, 2.6936, 6.2303
Si, 2.6962, 5.5682, 6.2474
Si, 8.1926, 5.4139, 6.1318
Si, -0.002, 8.1467, 6.0296
Si, 5.4079, 8.3088, 6.2732
Si, 4.4445, 0.8483, 7.3976
Si, 9.0414, 1.8962, 7.3556
Si, 0.8189, 4.6595, 7.3906
Si, 7.3147, 3.5966, 7.3728
Si, 3.546, 7.4437, 7.4963
Si, 10.0365, 6.3492, 7.2515
Si, 1.68, 9.1236, 7.3326
Si, 6.288, 10.2432, 7.4153
H, 7.0038, 3.9755, 8.7888
H, 9.3783, 1.5107, 8.7623
O, 3.9582, 0.8283, 8.9994
O, 6.5864, 10.383, 9.0675
O, 0.8453, 9.6525, 8.6879
O, 3.9776, 7.1058, 9.0699
O, 9.7967, 6.7221, 8.8446
O, 1.0018, 4.5146, 9.041
H, 2.8146, 7.942, 22.5092
H, 5.3587, 5.6281, 22.4583
O, 7.966, 3.1529, 22.4359
O, 0.1303, 11.0552, 22.2957
O, 0.4893, 5.6687, 22.3404
O, 2.568, 2.5196, 22.236
O, 5.8851, -0.1311, 22.3128
O, 8.1427, 7.8935, 22.3336
Si, 10.9842, 9.2199, 13.9895
Si, 5.8921, 8.1396, 16.4164
Si, 9.164, 0.9535, 19.1584
Si, 3.238, 7.1203, 17.5711
Si, 2.279, 4.5838, 19.0034
Si, 0.714, 2.4345, 14.5718
Si, 7.165, 5.7747, 11.6162
Si, 8.6338, 3.1545, 20.9435
Si, 5.504, 3.3552, 12.0298
Si, 1.2512, 3.6908, 10.4131
Si, 2.459, 0.7669, 18.3012
Si, 2.9639, 9.3981, 19.7258
Si, 5.9666, 3.5738, 16.1541
Si, 3.1221, 2.2976, 20.7244
Si, 7.2839, 5.9689, 14.6503
Si, 6.1687, 1.2343, 14.3134
Si, 9.9746, 4.8024, 15.655
Si, 8.3566, 3.646, 18.0833
Si, 10.727, 1.512, 11.7329
Si, 4.0027, 10.0039, 14.673
Si, 3.6063, 1.5578, 10.4052
Si, 6.8102, 9.3923, 10.3346
Si, 5.1362, -0.1623, 20.8867
Si, 0.5515, 9.6146, 10.2775
Si, 2.4717, 10.0842, 12.2316
Si, 8.913, 7.8865, 20.8917
Si, 7.2732, 9.5693, 18.8831
Si, 8.435, 10.6994, 12.8332
Si, 3.0527, 5.4061, 12.4039
Si, 10.7533, 5.2841, 20.9112
Si, 9.186, 7.4493, 10.1377
Si, 1.4741, 6.6344, 14.9142
Si, 4.7188, 7.2327, 10.5117
Si, 2.8946, 3.0981, 16.5207
Si, 1.1595, 10.6764, 16.0507
Si, 0.1086, 10.309, 20.8507
O, 7.8486, 8.2837, 9.7454
O, 10.0554, 9.032, 20.9225
O, 8.0845, 4.0443, 19.6659
O, 4.8153, 7.2534, 17.2323
O, 11.0135, 9.5519, 15.5982
O, 9.3613, 4.5806, 17.1696
O, 3.1868, 1.6112, 17.1198
O, 4.1145, 9.4636, 20.8932
O, 0.7447, 1.9949, 12.9985
O, 8.4805, 1.5803, 20.5154
O, 3.2785, 3.7834, 20.0399
O, 0.9435, 5.1802, 19.7296
O, 3.1407, 0.5109, 11.5948
O, 2.3685, 7.2365, 16.1725
O, 6.02, 2.3091, 13.1327
O, 8.4694, 10.5936, 18.498
O, 6.656, 9.0921, 17.469
O, 5.0733, 8.9923, 15.3142
O, 6.2277, 10.4852, 19.7248
O, 3.6508, 6.7362, 11.6487
O, 0.6244, 7.6862, 13.9575
O, 10.3149, 8.529, 10.6858
O, 10.3814, 3.4074, 14.8982
O, 4.7389, 0.4854, 14.4461
O, 1.961, 9.1483, 10.9954
O, 9.4824, 9.5407, 13.3915
O, 2.667, 10.2377, 15.575
O, 4.456, 1.3422, 20.7497
O, 6.0325, 6.2666, 10.549
O, 2.0712, 1.5827, 19.6682
O, 3.5298, 10.5636, 18.7164
O, 4.9195, 2.4454, 10.8068
O, 0.537, 1.1055, 15.4566
O, 2.3738, 2.5613, 10.117
O, 4.2979, 4.3388, 12.5661
O, 6.371, 4.6803, 15.0339
O, 2.7317, 8.1433, 18.7401
O, 8.86, 5.572, 14.7484
O, 5.3521, 8.7387, 10.7556
O, 6.8875, 4.1606, 11.6386
O, 6.9284, 6.3986, 13.1157
O, 0.2235, 0.2189, 10.7863
O, 6.8391, 3.7791, 17.5066
O, 1.1866, -0.0356, 17.6588
O, 10.1536, 3.7624, 21.1044
O, 6.3874, 2.0665, 15.6924
O, 9.2548, 1.0924, 12.3156
O, 7.8272, 8.2667, 19.7177
O, 1.8773, 3.74, 17.6448
O, 1.8102, 4.7246, 11.5639
O, 4.3618, 3.7873, 16.383
O, 2.1466, 3.0956, 15.0594
O, 1.577, 9.7272, 20.4881
O, 7.497, 10.1249, 11.6211
O, 10.5981, 0.4362, 19.7072
O, 3.5742, 9.3999, 13.2111
O, 10.8007, 2.8781, 10.8126
O, 9.6207, 6.4313, 20.5787
O, 6.9824, 7.2108, 15.6527
O, 1.1062, 10.2061, 13.1864
O, 7.4258, 0.2236, 14.0377
O, 0.388, 5.7022, 15.6932
O, 9.1032, 2.17, 18.0578
O, 2.4734, 5.8468, 13.8762
O, 8.6752, 6.2628, 11.1686
O, 3.1995, 5.7337, 18.3762

Results
free energy: -128336.995 eV
free energy less fixed offsets of H -15.97, O -568.88, Si -635.61 eV per atom: 0.045 eV

Forces (eV/angstrom), in the order of the atoms: element, x, y, z
Si, -0.0087, 0.0036, -0.0065
Si, 0.0069, 0.0134, 0.0737
Si, -0.0226, 0.0039, 0.0072
Si, 0.0111, -0.0046, 0.0124
Si, 0.0073, 0.006, 0.0265
Si, 0.003, -0.0117, -0.0118
Si, -0.0076, 0.0116, 0.0045
Si, -0.0306, 0.0034, 0.0119
Si, -0.0112, -0.0058, -0.0113
Si, 0.009, -0.0218, -0.0304
Si, -0.0051, 0.0213, -0.0015
Si, -0.0005, -0.0146, -0.024
Si, 0.0075, -0.0204, -0.0201
Si, -0.0066, 0.0007, 0.0006
Si, 0.0181, -0.0157, -0.0155
Si, 0.0167, 0.0232, -0.0085
Si, 0.0072, 0.0108, 0.007
Si, -0.0087, -0.0048, 0.0179
Si, 0.0056, 0.0012, 0.0232
Si, -0.0083, -0.0107, 0.0067
Si, 0.0027, 0.0001, -0.004
Si, 0.0044, 0.0082, 0.0057
Si, -0.0079, -0.0087, 0.0045
Si, -0.0102, -0.0083, 0.0021
Si, -0.0326, -0.049, -0.5641
Si, 0.0846, -0.0296, 0.4096
Si, 0.0232, -0.1321, 0.6321
Si, 0.045, -0.1041, -0.4987
Si, 0.1311, -0.1219, 0.4882
Si, 0.0225, 0.0729, -0.4906
Si, 0.0625, -0.0015, -0.4857
Si, 0.1469, 0.079, 0.4483
Si, -0.0005, 0.1093, 0.0141
Si, 0.0502, -0.0025, -0.0051
Si, -0.108, 0.018, 0.0354
Si, -0.0294, -0.0756, 0.0102
Si, 0.069, 0.0044, -0.0023
Si, -0.0105, 0.1151, 0.0304
Si, -0.0271, -0.0668, 0.0021
Si, -0.0407, 0.0394, 0.0174
Si, 0.0482, -0.0869, -0.0143
Si, -0.0294, 0.028, 0.0176
Si, 0.0452, -0.0469, -0.0312
Si, -0.0155, 0.0312, -0.0019
Si, -0.036, 0.0211, 0.0143
Si, 0.0588, -0.0526, -0.0157
Si, -0.0025, 0.0055, 0.0019
Si, 0.0394, -0.0373, -0.0324
Si, -0.0828, 0.0699, 0.0228
Si, 0.0269, -0.0184, -0.0031
Si, 0.0427, -0.0223, -0.0047
Si, -0.0509, 0.0591, 0.027
Si, 0.0323, -0.0236, -0.0068
Si, -0.0654, 0.0524, 0.0222
Si, -0.0449, 0.0571, 0.0287
Si, 0.0299, -0.0401, -0.0052
Si, 0.0559, -0.0848, 0.0026
Si, -0.0601, -0.0237, -0.0297
Si, -0.0608, 0.0247, -0.0377
Si, 0.1021, -0.0346, 0.0043
Si, -0.0497, 0.0406, -0.041
Si, 0.0788, -0.0487, 0.0179
Si, 0.0707, -0.0468, 0.0143
Si, -0.041, -0.0007, -0.0206
Si, -0.1252, 0.1435, 0.3095
Si, -0.1282, -0.0138, -0.4154
Si, -0.0237, 0.1724, 0.589
Si, -0.1444, 0.0154, -0.3568
Si, 0.1029, -0.0593, -0.5761
Si, -0.1219, 0.1087, 0.593
Si, 0.1896, -0.0376, -0.4918
Si, -0.2513, 0.0127, 0.4643
Si, 0.0019, -0.0013, -0.0029
Si, 0.0001, 0.0063, 0.0025
Si, 0.0011, -0.0042, -0.002
Si, -0.0042, -0.0092, 0.0047
Si, -0.0036, -0.0011, -0.0092
Si, 0.0045, 0.0017, -0.0045
Si, 0.0018, 0.0019, -0.0102
Si, -0.0048, -0.0013, -0.0023
Si, 0.01, 0.0033, 0.005
Si, -0.0021, 0.002, 0.0002
Si, -0.0015, 0.0072, -0.0019
Si, 0.0024, -0.0112, 0.0015
Si, -0.0006, 0.0036, 0.0069
Si, 0.0072, -0.0027, 0.0057
Si, 0.0071, -0.0049, 0.011
Si, -0.0084, -0.0022, 0.0103
Si, 0.0109, -0.014, -0.0105
Si, 0.0068, 0.0005, 0.0071
Si, -0.0119, 0.0197, -0.0025
Si, -0.0095, 0.0012, 0.0126
Si, -0.0091, 0.0234, -0.0124
Si, 0.0121, -0.015, -0.0117
Si, 0.0042, -0.0228, 0.0032
Si, -0.0161, 0.0153, -0.0029
H, 0.0049, -0.002, -0.0118
H, -0.0042, 0.0038, -0.0011
O, -0.0036, 0.0077, 0.0211
O, 0.0049, -0.0073, 0.0094
O, 0.0005, 0.005, 0.0139
O, 0.0066, -0.003, 0.0197
O, -0.0051, 0.001, 0.0189
O, 0.0011, -0.0116, 0.016
H, 0.0042, -0.0041, 0.0025
H, -0.0003, 0.0061, 0.01
O, -0.005, 0.0066, -0.0128
O, -0.0095, -0.0123, -0.0289
O, 0.009, 0.0039, -0.0158
O, 0.0081, -0.0049, -0.0247
O, 0.0165, -0.0023, -0.0416
O, 0.0165, -0.0009, -0.0387
Si, -0.0032, -0.0012, -0.0052
Si, 0.0023, -0.0016, -0.0052
Si, -0.0049, 0.006, 0.0085
Si, -0.0032, -0.0031, 0.0036
Si, 0, 0.0014, 0.0037
Si, 0.0006, 0.0023, -0.0028
Si, -0.0018, 0.0006, -0.003
Si, 0.0022, 0.0004, 0.0218
Si, 0.0013, -0.0041, -0.0015
Si, 0.0048, 0.0015, -0.0209
Si, -0.0013, 0.0009, -0.0008
Si, -0.001, -0.0006, 0.003
Si, -0.0002, 0.0002, -0.0016
Si, -0.0016, 0.0033, 0.0155
Si, 0.0005, 0.0025, -0.0054
Si, -0.0064, -0.0002, -0.0062
Si, 0.0019, 0.0019, -0.001
Si, 0.0011, 0.0024, 0.0096
Si, 0.0007, -0.0014, -0.0036
Si, 0.006, 0.0027, -0.0082
Si, -0.001, -0.009, -0.0184
Si, -0.0026, 0.0076, -0.0076
Si, -0.0127, -0.0007, 0.0024
Si, -0.0041, -0.008, -0.0197
Si, 0.0017, 0.0001, -0.0129
Si, 0.0153, 0.0098, 0.0171
Si, -0.0014, 0.003, -0.005
Si, 0.0005, -0.0006, -0.0054
Si, 0.0007, 0.0019, -0.0011
Si, -0.0037, -0.006, 0.0119
Si, 0.0043, 0.0001, -0.0103
Si, 0.0002, -0.0022, -0.0029
Si, -0.0072, 0.0007, -0.0125
Si, 0.0006, 0.0022, -0.001
Si, 0.0025, 0.0008, -0.0015
Si, -0.0149, -0.0081, 0.0349
O, 0.0035, -0.0037, 0.0031
O, -0.0031, 0.0148, 0.0004
O, 0.0006, 0, -0.0112
O, 0.0014, -0.0001, 0.0004
O, 0.001, 0.0013, 0.0024
O, 0.0006, 0.0002, -0.003
O, 0.0005, 0.0018, 0
O, -0.0004, -0.0023, -0.0039
O, 0.0021, 0.0017, 0.0027
O, 0.0035, -0.0093, -0.0168
O, -0.0015, -0.0042, -0.0012
O, 0.008, -0.0007, -0.014
O, -0.0029, -0.0047, 0.0077
O, 0.0016, -0.0009, -0.001
O, -0.0024, -0.0053, 0.0038
O, -0.0025, -0.0038, -0.0006
O, 0.0004, 0.0004, 0.0003
O, -0.0033, 0.0037, -0.0029
O, 0.0074, -0.0007, -0.0152
O, -0.0006, -0.0042, 0.003
O, 0.0022, 0.0001, 0.0002
O, 0.0009, 0.0007, 0.0004
O, 0.0008, -0.0014, -0.0011
O, 0.0093, -0.0017, 0.003
O, 0.0042, 0.0032, 0.0106
O, 0.0042, 0.0001, 0.0003
O, -0.0022, 0.0013, -0.0007
O, -0.0075, 0.0134, -0.0061
O, 0.0048, -0.0019, 0.0028
O, 0.0005, -0.0016, -0.0057
O, 0.0025, 0.0007, -0.0024
O, 0.0029, 0.0055, 0.0061
O, 0.0013, -0.0032, 0.001
O, -0.008, 0.0082, 0.0019
O, 0.0032, -0.0015, -0.0018
O, -0.0008, -0.0014, 0.0012
O, 0.0025, -0.0024, -0.0035
O, 0.001, -0.0014, 0.0009
O, 0.0033, -0.0022, 0.001
O, -0.0015, -0.0026, -0.0012
O, 0, -0.0017, 0.0017
O, 0.0001, 0.0068, 0.0052
O, -0.0017, -0.0007, -0.0037
O, -0.0011, -0.0017, -0.0004
O, -0.0033, 0.0024, -0.0079
O, -0.0019, 0.0029, -0.003
O, 0.0002, -0.0008, 0.0004
O, 0.014, -0.0007, 0.0095
O, 0.0021, -0.0029, -0.0044
O, 0.0036, 0.0012, 0.0025
O, 0.0013, -0.002, -0.0011
O, -0.0008, -0.0014, -0.0004
O, -0.006, -0.0008, -0.0038
O, 0.0034, -0.0015, 0.0006
O, 0.0027, -0.0108, 0.0016
O, 0.0031, 0.0021, 0.0058
O, 0.0025, -0.0002, 0.0005
O, -0.0127, 0.0151, -0.0027
O, -0.0004, 0.0008, 0.0005
O, -0.0027, -0.0001, 0.0028
O, -0.0025, 0.0018, 0.0027
O, 0.0015, 0.0008, -0.0024
O, 0.0013, -0.0011, -0.0031
O, -0.0016, 0.0012, 0.0024
O, -0.0001, 0.0023, -0.0013
O, -0.0012, 0.0048, -0.0023

The program warned: the cutoff lies below the one the program advises for these potential files; the forces do not sum to zero within the program's tolerance; the exchange-correlation potential is rough where the density is thin.
